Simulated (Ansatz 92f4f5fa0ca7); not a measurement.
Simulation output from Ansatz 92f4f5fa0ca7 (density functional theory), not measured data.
Periodic cell of 213 atoms, Si132O79H1N1, from a study of silicon, its oxide and their interface. The atomic structure is a simulated model.
Doubt: the cutoff is far below the 930 eV that the study's wrapper takes by default for these files, so forces and energies are approximate.
This geometry differs little from another in the collection (a relaxation step or a small displacement).

Settings
functional: PBE
potential files: Ansatz PAW
basis: plane waves
wave-function cutoff: 580 eV
density cutoff ratio: 5
exchange-correlation grid ratio: 1
k mesh: 1 x 1 x 1, Gamma-centred
self-consistency stop: 5e-08 eV per atom in the density residual
occupations: fixed
spin: none
net charge: 0

Cell vectors (angstrom)
a, 10.938, 0, 0
b, 0, 10.938, 0
c, 0, 0, 31.1916

Atoms and the computed forces on them: element, x, y, z (angstrom), force x, y, z (eV/angstrom)
Si, -0.4799, 0.2943, 23.828, -0.0346, 0.0146, 0.0125
Si, 6.1584, -0.4384, 23.6008, 0.0121, -0.0206, 0.0234
Si, 2.2515, 3.2447, 23.8987, -0.0095, -0.0024, 0.0136
Si, 8.8198, 2.1568, 23.9301, 0.0097, -0.0091, 0.018
Si, 0.4407, 4.8574, 24.0136, -0.0013, 0.008, 0.0326
Si, 5.1033, 5.9901, 23.6651, -0.0353, 0.0081, 0.0133
Si, 3.3264, 7.7171, 23.7869, 0.0474, 0.0269, 0.0321
Si, 7.9192, 8.7375, 23.7901, -0.0107, 0.036, 0.0151
Si, 1.3779, 1.3069, 24.949, 0.0106, 0.0172, -0.0116
Si, 6.9145, 1.303, 25.0249, 0.0121, -0.0076, -0.0231
Si, 4.1521, 4.1731, 24.9511, 0.0073, -0.0021, -0.0117
Si, 9.6019, 3.9787, 25.2008, 0.0187, -0.0012, -0.0281
Si, 1.4511, 6.7968, 24.9866, -0.0066, -0.0207, -0.0288
Si, 6.8826, 6.8992, 24.9393, -0.0037, 0.003, -0.0022
Si, 4.2874, 9.5685, 24.8999, -0.0113, -0.0356, -0.0316
Si, 9.5437, 9.6134, 25.2393, -0.0051, -0.0017, -0.0067
Si, 2.8044, -0.0468, 26.3011, -0.0004, -0.0016, 0.0064
Si, 8.1764, 0.0211, 26.5282, 0.0018, -0.0017, 0.017
Si, 0.0792, 2.6341, 26.4764, -0.0203, -0.0136, 0.0288
Si, 5.4882, 2.7283, 26.3228, -0.0046, 0.0038, 0.0063
Si, 2.7716, 5.4518, 26.4225, -0.0134, -0.0153, 0.0381
Si, 8.1919, 5.4752, 26.3669, 0.001, 0.0004, 0.007
Si, 0.0509, 8.1596, 26.3821, -0.007, 0.0091, 0.0137
Si, 5.5231, 8.1996, 26.4025, 0.0012, 0.0083, 0.0151
Si, 4.1018, 1.3673, 27.7734, 0.0481, 0.0014, -0.6525
Si, 9.5708, 1.3673, 27.7734, 0.1164, -0.0103, 0.8363
Si, 1.3673, 4.1018, 27.7734, 0.3337, -0.1655, 0.23
Si, 6.8362, 4.1018, 27.7734, -0.0991, -0.002, -0.3983
Si, 4.1018, 6.8362, 27.7734, 0.1621, 0.1534, 0.04
Si, 9.5708, 6.8362, 27.7734, 0.0791, -0.1088, -0.303
Si, 1.3673, 9.5708, 27.7734, 0.3561, -0.0521, -0.4757
Si, 6.8362, 9.5708, 27.7734, -0.1978, -0.1872, 0.6665
Si, 0, 0, 29.1406, -0.1212, 0.0585, 0.0269
Si, 5.469, 0, 29.1406, -0.0033, -0.0917, 0.0284
Si, 2.7345, 2.7345, 29.1406, -0.0233, 0.1045, 0.0262
Si, 8.2035, 2.7345, 29.1406, 0.1388, 0.0454, 0.0197
Si, 0, 5.469, 29.1406, -0.0771, -0.0423, -0.0168
Si, 5.469, 5.469, 29.1406, -0.0442, 0.0301, 0.0008
Si, 2.7345, 8.2035, 29.1406, 0.0597, 0.0701, 0.0102
Si, 8.2035, 8.2035, 29.1406, -0.0386, 0.0985, 0.0123
Si, 1.3673, 1.3673, 30.5079, 0.0236, -0.0528, -0.0027
Si, 6.8362, 1.3673, 30.5079, -0.0116, 0.0354, -0.0483
Si, 4.1018, 4.1018, 30.5079, 0.0407, -0.0332, 0.0129
Si, 9.5708, 4.1018, 30.5079, -0.0126, 0.0134, -0.0105
Si, 1.3673, 6.8362, 30.5079, 0.0069, -0.0195, -0.0411
Si, 6.8362, 6.8362, 30.5079, 0.0658, -0.0556, -0.0043
Si, 4.1018, 9.5708, 30.5079, -0.0539, 0.0104, -0.016
Si, 9.5708, 9.5708, 30.5079, 0.0835, -0.0982, 0.0033
Si, 2.7345, 0, 0.6835, 0.0365, -0.0194, 0.0289
Si, 8.2035, 0, 0.6835, -0.0664, 0.0626, 0.0017
Si, 0, 2.7345, 0.6835, -0.0587, 0.0241, -0.0091
Si, 5.469, 2.7345, 0.6835, 0.0484, -0.0294, 0.0193
Si, 2.7345, 5.469, 0.6835, -0.0358, 0.032, 0.0109
Si, 8.2035, 5.469, 0.6835, 0.0253, 0.0174, 0.0391
Si, 0, 8.2035, 0.6835, -0.0125, -0.0029, 0.0267
Si, 5.469, 8.2035, 0.6835, -0.076, 0.118, -0.0177
Si, 4.1018, 1.3673, 2.0507, -0.0164, 0.0277, -0.0188
Si, 9.5708, 1.3673, 2.0507, 0.1375, 0.0143, -0.0241
Si, 1.3673, 4.1018, 2.0507, 0.0051, -0.0242, 0.0145
Si, 6.8362, 4.1018, 2.0507, -0.0391, -0.0017, 0.0125
Si, 4.1018, 6.8362, 2.0507, 0.0703, -0.0588, -0.0348
Si, 9.5708, 6.8362, 2.0507, -0.0343, 0.0188, 0.0183
Si, 1.3673, 9.5708, 2.0507, -0.1179, -0.0862, 0.0084
Si, 6.8362, 9.5708, 2.0507, 0.0949, -0.1357, -0.0589
Si, 0, 0, 3.418, -0.1005, 0.1519, -0.3543
Si, 5.469, 0, 3.418, -0.1356, 0.264, 0.6145
Si, 2.7345, 2.7345, 3.418, 0.2034, -0.1451, -0.1406
Si, 8.2035, 2.7345, 3.418, 0.0125, -0.0344, 0.534
Si, 0, 5.469, 3.418, 0.011, -0.0786, 0.2429
Si, 5.469, 5.469, 3.418, -0.2893, -0.0193, -0.4592
Si, 2.7345, 8.2035, 3.418, -0.1383, -0.0779, 0.4737
Si, 8.2035, 8.2035, 3.418, -0.302, 0.2508, -0.797
Si, 1.384, 1.344, 4.7633, -0.0023, -0.0066, -0.0103
Si, 6.8007, 1.4278, 4.8787, 0.0039, 0.0107, -0.012
Si, 4.086, 4.1253, 4.7736, 0.0191, 0.0123, -0.008
Si, 9.5908, 4.1036, 4.8371, -0.0065, 0.0059, -0.0019
Si, 1.3468, 6.8087, 4.8412, -0.0055, 0.0026, -0.0052
Si, 6.7835, 6.8876, 4.6928, 0.0271, 0.0043, -0.0152
Si, 4.0416, 9.6078, 4.8423, 0.0024, -0.0138, -0.0096
Si, 9.4623, 9.6523, 4.7005, -0.0114, -0.0165, -0.0222
Si, 2.6688, 0.0159, 6.2783, -0.0077, 0.0324, 0.0197
Si, 8.1298, -0.015, 6.2279, 0.002, -0.0111, 0.0034
Si, 0.0588, 2.6793, 6.1798, 0.0042, -0.0019, 0.014
Si, 5.4974, 2.9197, 6.2551, -0.0539, -0.0217, 0.0272
Si, 2.6624, 5.3365, 6.2409, 0.0056, -0.0005, -0.0018
Si, 8.1773, 5.5957, 6.0544, -0.0349, -0.0115, 0.0155
Si, -0.1397, 8.2649, 5.9971, 0.0019, 0.0151, 0.0253
Si, 5.3826, 8.1558, 6.1148, -0.0027, -0.0032, 0.0119
Si, 3.7755, 1.7974, 7.4258, 0.0142, 0.0454, -0.0494
Si, 10.0222, 0.8924, 7.3473, 0.0316, -0.0037, -0.0046
Si, 1.8515, 3.4437, 7.5767, 0.014, -0.0356, -0.0043
Si, 6.4069, 4.9398, 7.4281, 0.0149, 0.0246, -0.0769
Si, 4.4336, 6.3679, 7.3634, 0.0134, -0.0255, -0.0197
Si, 8.9398, 7.4829, 7.2642, 0.0079, 0.0221, -0.0149
Si, 0.6861, 9.9963, 7.3127, -0.0265, -0.0062, -0.0184
Si, 7.1087, 9.0846, 7.394, 0.0131, -0.0148, -0.0128
O, 0.5207, 9.2254, 8.801, -0.0031, -0.009, 0.0169
O, 1.2435, 3.6422, 9.141, -0.0003, 0.0077, 0.0244
O, 9.7763, 1.3316, 8.9496, -0.0083, -0.0016, 0.0094
O, 6.5853, 9.1923, 8.9813, -0.0112, 0.0023, 0.0262
O, 4.5527, 1.2113, 8.7804, 0.0216, -0.0162, 0.0472
O, 3.8573, 6.6753, 8.8964, -0.0029, 0.0048, 0.034
O, 7.0602, 5.4048, 8.908, 0.0031, 0.0178, 0.0636
N, 9.2173, 7.3112, 9.0148, -0.0009, -0.0021, 0.0229
O, 2.2891, 3.2208, 22.2026, 0.0053, -0.0048, -0.0144
O, 6.0295, 11.0714, 22.0224, -0.0024, 0.0161, -0.0351
O, 8.46, 2.6759, 22.4064, 0.0008, -0.0025, -0.019
O, 0.0327, 4.6703, 22.374, -0.0085, 0.0009, -0.0158
O, 8.7394, 8.4588, 22.3498, 0.0131, -0.0085, -0.0252
O, 2.8991, 8.1851, 22.2406, -0.0148, -0.0004, -0.026
O, 5.6504, 5.6864, 22.1115, 0.0115, 0.0005, -0.0394
O, 10.5959, 10.4376, 22.3446, 0.0063, -0.0102, -0.0186
Si, 1.3638, 4.3599, 21.4467, 0.0086, 0.0094, 0.0107
Si, 1.5315, 3.724, 15.7213, 0.0033, 0.0004, -0.0023
Si, 8.7702, 0.6002, 10.0137, 0.0038, -0.0057, -0.011
Si, 6.2278, 0.8301, 20.553, 0.0004, -0.0035, 0.025
Si, 0.3594, 13.3887, 19.3752, 0.0023, 0.0064, 0.0081
Si, 4.0905, 6.7896, 10.5073, -0.0061, 0.0024, -0.0126
Si, 10.1006, 9.0407, 21.6216, 0.0038, -0.0047, 0.0152
Si, 3.659, 7.5772, 19.028, -0.0109, -0.0034, 0.0028
Si, 8.6408, 5.4582, 19.4299, -0.0038, -0.0009, -0.0046
Si, 5.1232, 14.0843, 19.0801, -0.0001, 0.0034, 0.0041
Si, 0.2306, 10.6244, 14.6465, 0.0012, 0.0036, -0.0007
Si, 6.0436, 9.2954, 10.53, 0.0001, 0.005, -0.0111
Si, -2.4333, 1.9128, 12.9551, 0.0023, -0.0048, -0.0063
Si, 4.8427, 10.2629, 18.1447, 0.0004, -0.0014, 0.0031
Si, 8.3186, 0.1514, 15.3781, -0.0026, -0.0022, -0.0037
Si, 6.1989, 3.6414, 13.9858, -0.0029, -0.0001, -0.002
Si, 12.7771, 7.3888, 21.2814, 0.0068, 0.0002, 0.023
Si, -3.7334, 8.7047, 16.7286, 0.003, -0.0016, 0.0004
Si, 0.5672, 2.3274, 13.2541, 0.0013, 0.0021, -0.007
Si, 5.9626, 6.6274, 14.8469, 0.0002, 0.0011, -0.0026
Si, 3.1945, 6.381, 16.2874, 0.0016, 0.0016, 0.0045
Si, 7.0295, 13.4118, 16.5601, -0.0042, 0.0017, 0.0039
Si, 1.5241, 3.7397, 10.7604, -0.0067, -0.0046, -0.0265
Si, 8.323, 5.9971, 9.8115, 0.013, -0.0018, -0.0031
Si, 1.1103, 6.773, 11.5975, -0.0005, -0.0046, 0.0014
Si, 7.5325, 7.6099, 12.3866, 0, -0.0015, -0.0031
Si, 8.8221, 2.5058, 20.8407, -0.0086, -0.0041, 0.0221
Si, 2.7888, 12.7081, 17.8019, 0.0003, 0.0061, -0.0036
Si, 5.7115, 5.8945, 20.491, -0.0003, -0.0063, 0.0218
Si, 5.6953, 1.2152, 9.9489, -0.009, -0.0017, -0.0242
Si, 4.6298, 3.8264, 11.4279, -0.0066, -0.003, -0.0065
Si, -0.5324, 7.93, 13.7616, 0.0019, -0.0057, -0.0031
Si, -0.7249, 8.6105, 9.6946, -0.0071, 0.0169, -0.0276
Si, -1.2552, 3.8352, 17.0991, -0.003, -0.0004, -0.0002
Si, 0.639, 8.3319, 16.357, -0.0017, -0.0024, -0.0012
Si, -1.3258, 8.2191, 18.8279, 0.0009, 0.0032, 0.005
O, 4.8639, 3.6721, 13.0407, 0.0032, -0.0002, 0.0057
O, 9.2749, -0.9921, 10.0629, -0.0043, 0.0042, 0.0061
O, 1.9893, 7.4552, 16.2649, -0.0015, 0.0001, 0.0001
O, 1.4119, 3.4283, 14.1173, 0.0012, 0.0022, 0.0031
O, 8.2092, 8.474, 18.0061, -0.0053, 0.0018, -0.0046
O, 5.107, 4.615, 19.7206, -0.0001, -0.0006, 0.0009
O, 0.9362, 5.1931, 11.2156, -0.0008, 0.0184, 0.0007
O, 2.1477, 5.7891, 21.4882, -0.0048, -0.0028, -0.003
O, 0.0459, 4.253, 16.2075, -0.0014, 0.001, -0.0005
O, 4.8341, 5.4109, 11.0283, 0.0032, -0.0029, -0.0027
O, -1.2898, 6.75, 19.5931, -0.0014, 0.0002, -0.0004
O, 6.3051, 7.3956, 13.4469, -0.0013, -0.0013, 0.0023
O, 3.6837, 3.0085, 18.3557, -0.0062, -0.0045, -0.0007
O, 5.8554, 9.5687, 17.0713, -0.0001, 0.0011, 0.0019
O, 8.9474, 7.5658, 13.1778, 0.0038, -0.0004, -0.0005
O, 5.5724, 2.6793, 10.6976, -0.0003, 0.011, 0.0049
O, 11.2881, 7.9014, 21.7047, -0.0034, 0.0022, -0.004
O, 6.3334, 13.8503, 17.9751, 0.0046, -0.0018, -0.0064
O, -3.7122, 9.0359, 11.6382, 0.0024, -0.0035, 0.004
O, 0.8264, 2.5586, 11.6528, -0.0042, -0.0061, 0.0086
O, 7.4901, 11.8423, 16.5794, -0.0006, 0.0006, -0.0002
O, -0.6678, 2.7168, 18.1363, -0.0077, 0.003, -0.0068
O, 5.9969, 2.684, 15.3025, -0.0007, -0.0003, 0.0011
O, 10.3313, 1.8887, 20.5771, 0.004, 0.003, -0.007
O, 4.826, 7.2078, 20.1091, 0.0024, -0.0007, -0.0041
O, 5.4046, -0.1503, 10.8276, 0.0012, -0.0074, 0.0043
O, 5.2433, 2.1197, 20.3504, -0.0004, 0.0024, -0.0073
O, 9.9342, 11.2854, 15.5075, -0.0005, -0.0004, -0.001
O, -3.0284, 11.6514, 13.902, 0.0021, 0, 0.0021
O, 3.807, 6.5073, 17.8004, -0.0043, 0.0003, -0.0065
O, 9.2875, 4.7191, 10.1386, -0.2175, 0.0181, 0.1473
O, 7.6475, 6.4637, 11.2255, 0.0082, -0.0033, -0.0089
O, 1.0088, 14.8066, 19.9326, -0.0059, -0.0097, -0.009
O, 3.8546, 11.4681, 17.5751, -0.0001, -0.0015, 0.0014
O, -2.9724, 9.5108, 15.5253, -0.002, 0.0027, -0.0011
O, 2.1691, 7.5987, 19.707, 0.0089, 0.0022, -0.0146
O, 7.4244, 3.1335, 13.0237, -0.0019, 0.0022, -0.0001
O, 8.4393, 3.2448, 16.2226, 0.0016, 0.0014, 0.0012
O, -1.984, 16.0145, 17.8692, 0.0023, -0.0042, -0.0041
O, 0.6913, 7.0037, 13.1613, -0.0038, 0.0053, -0.0004
O, 8.7683, 4.0375, 20.2421, 0.0012, 0.0065, -0.0022
O, 7.2119, 6.0906, 19.8897, 0.0037, 0.0024, -0.0001
O, -4.1687, 7.2562, 16.1213, -0.0017, -0.0002, -0.0003
O, 3.1054, 3.5018, 11.0046, 0.0086, 0.0026, 0.0011
O, 2.6304, 4.8855, 15.9916, -0.0029, 0.0008, -0.0018
O, 4.3562, 6.6942, 15.1747, 0.0001, 0.0004, -0.0012
O, 11.0126, 7.8292, 10.8868, 0.0156, -0.0102, 0.0104
O, 11.9544, 11.7787, 13.8, -0.0027, -0.0031, 0
O, 5.7925, 10.7093, 19.395, -0.0072, -0.0053, -0.0128
O, -0.0374, 8.3952, 17.8339, 0.0028, 0.001, -0.0032
O, 2.6747, 7.0858, 11.2724, -0.0069, 0.0008, 0.0007
O, -0.2745, -1.4013, 13.5222, 0.0004, 0.0041, -0.0003
O, 2.0377, 24.2095, 16.4532, -0.0007, 0.0035, -0.0019
O, 7.7514, 1.3937, 20.2759, 0, 0.0012, -0.0049
O, 1.5786, 12.3951, 18.8947, 0.0028, -0.0036, -0.0004
O, -4.4512, 5.1065, 14.6237, -0.0007, 0.0014, -0.0011
O, -3.6873, 0.967, 9.432, -0.0019, 0.0018, 0.0013
O, 9.7623, 9.3163, 20.0421, -0.0048, 0.0004, -0.0152
O, -5.9816, 8.1241, 10.7953, 0.0024, 0.0001, -0.0023
O, 1.0957, 9.8143, 15.7808, 0.0002, 0.0013, -0.0007
O, -1.0288, 2.5128, 13.5152, -0.003, 0.001, -0.0008
O, 3.794, 9.1183, 18.5741, 0.009, 0.01, -0.0041
O, -0.4961, 7.6709, 15.3754, 0.0014, 0.0021, 0.0021
O, 8.7995, 1.2722, 11.4891, -0.0022, 0.0061, 0.01
H, 10.039, 4.5539, 9.5571, 0.1939, -0.0289, -0.1493

Results
free energy: -129241.094 eV
free energy less fixed offsets of H -15.97, N -385.13, O -568.88, Si -635.61 eV per atom: 2.046 eV

The program warned: the cutoff lies below the one the program advises for these potential files; the forces do not sum to zero within the program's tolerance; the exchange-correlation potential is rough where the density is thin.
